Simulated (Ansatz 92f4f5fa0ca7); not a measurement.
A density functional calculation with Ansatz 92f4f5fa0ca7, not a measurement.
Periodic cell of 237 atoms, Si146O90B1, from a study of silicon, its oxide and their interface. The atomic structure is a simulated model.
Doubt: the cutoff is far below the 930 eV that the study's wrapper takes by default for these files, so forces and energies are approximate.

Settings
functional: PBE
potential files: Ansatz PAW
basis: plane waves
wave-function cutoff: 580 eV
density cutoff ratio: 5
exchange-correlation grid ratio: 1
k mesh: 1 x 1 x 1, Gamma-centred
self-consistency stop: 5e-08 eV per atom in the density residual
occupations: fixed
spin: none
net charge: -1 e, with a uniform compensating background and no finite-size correction

Cell vectors (angstrom)
a	11.6015	0	0
b	0	10.938	0
c	0	0	32.0622

Atoms and the computed forces on them: element, x, y, z (angstrom), force x, y, z (eV/angstrom)
Si	-0.1977	-0.074	23.2993	-0.0016	0.0726	0.1405
Si	3.6717	0.2077	23.137	0.0499	0.0447	0.1999
Si	7.5485	-0.1289	23.4836	-0.0467	0.0542	0.1251
Si	1.6816	1.3737	23.4352	0.0144	-0.0628	0.1483
Si	5.7313	1.4146	23.2586	-0.0349	-0.0852	0.1686
Si	9.4415	1.2268	23.3783	0.0204	-0.0653	0.1934
Si	0.1609	5.3316	23.4795	-0.0184	0.057	0.1574
Si	4.1232	5.3031	23.4216	-0.0307	0.022	0.2028
Si	8.0273	5.611	23.5764	0.0121	0.05	0.158
Si	2.1644	6.5983	23.4001	0.0365	-0.0585	0.1648
Si	5.9666	6.7799	23.5041	-0.0131	-0.062	0.1319
Si	9.999	6.8828	23.6325	-0.0704	-0.0831	0.1278
Si	1.9005	2.6666	25.398	0.0601	0.0202	0.0195
Si	5.8295	2.6391	25.3607	0.032	-0.048	-0.0031
Si	9.6302	2.6876	25.2748	-0.0451	0.0081	0.0209
Si	11.5956	4.0086	25.3947	0.0065	-0.0225	-0.0146
Si	3.9027	3.9675	25.3477	-0.0248	0.0501	-0.0602
Si	7.734	4.087	25.3736	-0.0144	0.0365	-0.0333
Si	1.9913	8.1568	25.233	0.0138	0.0038	-0.005
Si	5.7729	8.1784	25.3947	0.0161	-0.0045	-0.0284
Si	9.6845	8.2698	25.4773	-0.0111	0.0111	0.0247
Si	11.633	9.5463	25.2922	-0.0022	0.0081	0.016
Si	3.8785	9.6226	25.1266	0.0087	-0.021	-0.0427
Si	7.6668	9.5614	25.4694	0.007	-0.0026	-0.0264
Si	11.6472	-0.0066	27.2211	-0.0097	0.053	-0.0116
Si	3.9517	0.0181	27.1656	-0.017	0.0541	-0.0029
Si	7.7016	0.0525	27.3429	0.0287	0.0026	-0.0063
Si	1.9887	1.3168	27.3021	-0.0316	-0.0588	0.0185
Si	5.8176	1.5036	27.4724	0.0697	-0.0518	-0.1014
Si	9.6853	1.3339	27.2283	0.0021	-0.0601	-0.0129
Si	11.5903	5.4661	27.2483	0.0023	0.0762	0.0421
Si	3.8789	5.3654	27.2755	-0.0648	0.0364	0.024
Si	7.6853	5.4059	27.3288	0.0648	0.0443	0.0309
Si	1.9655	6.7872	27.1982	-0.0372	-0.0328	0.0077
Si	5.7607	6.7837	27.2888	0.0154	0.0099	-0.0076
Si	9.629	6.7862	27.319	0.0025	-0.011	0.0323
Si	2.0069	2.7444	29.1868	-0.0172	0.0381	0.0091
B	5.8023	2.7347	29.1697	-0.0105	0.1316	-0.0265
Si	9.6311	2.7422	29.1462	-0.0371	0.0272	0.0412
Si	0.0153	4.082	29.1652	0.0153	0.0092	-0.0162
Si	4.0795	3.941	29.187	0.0494	-0.1633	-0.0518
Si	7.5349	3.9343	29.1997	-0.068	-0.1363	-0.065
Si	1.9522	8.1841	29.1172	-0.0051	0.0264	0.0122
Si	5.7945	8.1878	29.194	0.0429	0.0219	-0.0535
Si	9.6625	8.1915	29.2193	0.0255	-0.0093	-0.0351
Si	0.0077	9.5434	29.1448	-0.0039	-0.024	0.0429
Si	3.8796	9.573	29.1032	-0.0638	-0.0328	0.076
Si	7.7343	9.5609	29.2167	0.0048	-0.0371	-0.0298
Si	0.0026	0.0008	31.0775	-0.0057	0.0205	0.0223
Si	3.9039	0.0669	31.0244	0	-0.0286	0.0189
Si	7.6855	0.0682	31.0816	0.0117	0.0162	0.0441
Si	1.9345	1.373	31.0989	-0.023	-0.0502	0.0334
Si	5.7972	1.5238	30.8643	-0.0064	0.0466	-0.1372
Si	9.6635	1.3636	31.0812	0.0294	-0.0271	-0.0406
Si	0.0097	5.4646	31.0856	-0.0028	0.0497	-0.0454
Si	3.8989	5.4276	31.0543	-0.0605	-0.002	-0.0039
Si	7.7127	5.4174	31.0792	0.0647	-0.0089	-0.0319
Si	1.964	6.8071	31.0464	-0.0289	0.0195	-0.0067
Si	5.8047	6.8176	31.1109	0.0006	0.0111	0.0496
Si	9.6526	6.7947	31.1191	0.0292	0.0119	0.0292
Si	1.9326	2.7515	0.9773	0.0176	0.023	-0.048
Si	5.7968	2.7437	0.8506	0.0225	-0.0325	0.0493
Si	9.6692	2.7371	0.964	-0.0481	0.0059	-0.0546
Si	-0.0116	4.111	0.953	0.0285	-0.032	0.0296
Si	3.874	4.1151	0.9601	-0.0129	0.0217	0.0176
Si	7.7345	4.1088	0.983	-0.0153	-0.0005	0.0042
Si	1.9504	8.2171	0.9041	0.0067	0.0097	0.016
Si	5.8013	8.2355	0.9429	-0.0209	0.0155	0.0356
Si	9.6461	8.2232	0.9696	0.0187	-0.005	-0.0288
Si	-0.0034	9.5748	0.9571	0.0215	-0.0187	-0.0574
Si	3.8764	9.6187	0.9137	-0.0215	-0.0065	-0.0179
Si	7.7248	9.6122	0.944	-0.0004	-0.0096	0.0133
Si	11.6095	0.0249	2.8973	-0.002	0.0016	0.0232
Si	3.8562	0.027	2.8855	0.0285	-0.0159	0.0106
Si	7.7396	0.0286	2.8822	-0.0182	-0.0198	0.0006
Si	1.9306	1.3985	2.9132	0.0099	0.0054	-0.0145
Si	5.8111	1.373	2.7767	-0.0042	0.0241	0.0204
Si	9.665	1.3833	2.9104	-0.0119	0.0057	-0.0194
Si	11.5648	5.5181	2.854	0.0134	0.0151	-0.0359
Si	3.8808	5.5027	2.8909	-0.0271	-0.0075	-0.0087
Si	7.7342	5.518	2.9026	0.016	-0.0058	0.0027
Si	1.9203	6.8357	2.8329	0.0032	0.0007	0.0021
Si	5.8101	6.8711	2.8683	0.0005	0.0116	-0.0094
Si	9.6522	6.9119	2.9448	-0.0057	-0.0108	0.0099
Si	1.91	2.8354	4.8069	0.0044	-0.0233	0.0214
Si	5.8344	2.7216	4.7056	0.0058	-0.03	-0.0263
Si	9.6009	2.8004	4.8195	-0.0017	-0.0201	0.0197
Si	11.5416	4.1435	4.7649	-0.008	0.0203	0.0154
Si	3.9187	4.0979	4.8001	0.01	0.039	0.028
Si	7.7149	4.2037	4.8635	-0.0085	0.0315	0.0181
Si	1.8888	8.1528	4.7826	0.0022	-0.03	0.0074
Si	5.8091	8.2643	4.771	-0.0021	-0.0304	0.0397
Si	9.6583	8.3242	4.8918	0.0037	-0.0232	0.0227
Si	11.6307	9.6544	4.8696	0.0099	0.0119	0.0181
Si	3.8197	9.491	4.766	-0.014	0.0292	0.0117
Si	7.7208	9.6822	4.8708	0.0062	0.0314	0.0057
Si	11.5938	0.2301	6.762	0.011	0.0573	-0.1337
Si	3.75	-0.0531	6.6369	0.0509	0.0405	-0.1516
Si	7.7092	0.0573	6.8953	-0.0004	0.0538	-0.1327
Si	2.0453	1.5056	6.7438	-0.0354	-0.0241	-0.1188
Si	5.7099	1.2771	6.5922	0.0092	-0.0585	-0.0845
Si	9.6445	1.5234	6.8187	-0.0115	-0.0556	-0.1299
Si	11.5241	5.4993	6.6894	0.0156	0.0519	-0.1186
Si	3.9831	5.4286	6.771	-0.0108	0.032	-0.126
Si	7.7337	5.666	6.8125	0.0356	0.0527	-0.1315
Si	1.9757	6.6423	6.634	0.0016	-0.0552	-0.1357
Si	5.8119	6.9778	6.7311	-0.0148	-0.0473	-0.1341
Si	9.7508	7.0396	6.8964	-0.0287	-0.0561	-0.1378
O	9.9881	7.975	8.2842	0.0561	0.1109	0.2109
O	7.6543	9.936	8.2079	-0.0422	-0.0876	0.1872
O	7.3982	4.7314	8.1532	-0.0039	-0.0804	0.2712
O	3.3799	10.3495	8.192	-0.0013	-0.0669	0.269
O	2.0432	7.5448	8.0147	-0.0134	0.0866	0.2652
O	4.0044	4.5827	8.2281	0.0049	-0.0808	0.1764
O	9.7807	2.4469	8.2105	0.0357	0.118	0.2089
O	2.6157	2.3368	8.1058	0.0665	0.0549	0.1613
O	11.3877	4.5713	8.0601	-0.041	-0.0888	0.1934
O	5.3615	2.3693	7.7908	-0.049	0.0778	0.1546
O	5.8159	7.9769	8.0747	0.0275	0.108	0.2044
O	11.316	10.3106	8.1428	-0.0319	-0.11	0.212
O	11.2734	10.0831	21.8172	-0.0156	-0.1205	-0.2221
O	3.2446	10.719	21.5555	0.0034	-0.0777	-0.3106
O	5.7733	7.7734	22.1782	0.0255	0.118	-0.2038
O	4.2081	4.4674	21.9629	0.0534	-0.088	-0.254
O	7.6725	9.688	22.228	-0.0142	-0.1087	-0.2072
O	10.3014	7.6781	22.2059	0.0468	0.1092	-0.2387
O	1.6005	2.3995	22.1309	-0.0462	0.0984	-0.2077
O	5.9284	2.461	21.9541	0.0183	0.1439	-0.2358
O	8.45	4.7099	22.2401	0.0062	-0.0623	-0.2976
O	-0.065	4.468	22.055	0.0173	-0.0821	-0.2097
O	2.3552	7.3801	21.9545	-0.0184	0.0793	-0.3051
O	9.1199	1.869	21.8776	0.021	0.0793	-0.3015
Si	1.9125	7.7786	9.5967	0.0128	0.0307	-0.3162
Si	5.0363	0.5783	17.6988	-0.0511	-0.0077	0.2282
Si	2.4955	5.4193	14.0183	-0.0185	0.0069	-0.0108
Si	10.5685	3.8606	14.0537	0.0159	0.0013	-0.0314
Si	8.2806	2.3855	15.2595	-0.0138	-0.0365	0.07
Si	9.5416	2.2453	20.355	0.013	0.0451	0.3593
Si	10.5065	3.6488	9.0656	-0.0285	-0.0003	-0.3301
Si	0.0296	2.3147	11.5617	-0.0147	0.0326	-0.1939
Si	11.0219	8.1321	15.3926	-0.0166	-0.0064	0.0408
Si	5.1679	6.9316	13.9909	0.0306	0.0082	-0.0538
Si	5.7526	2.613	11.1081	-0.0262	0.0255	-0.2283
Si	8.5828	7.6682	19.4047	-0.0118	-0.0071	0.3079
Si	8.1156	4.8498	20.6553	-0.0185	-0.0332	0.3379
Si	5.9189	9.5898	15.2083	0.0106	0.035	0.0581
Si	2.1181	7.6392	20.3701	-0.0099	0.0463	0.3469
Si	1.9325	4.8962	18.8061	0.0252	0.0125	0.2978
Si	4.5066	3.4414	18.0403	-0.0223	-0.0209	0.2646
Si	8.5062	8.9261	16.8281	-0.0076	-0.0335	0.182
Si	0.8276	9.4795	13.293	-0.0078	-0.0069	-0.0672
Si	9.9082	10.6496	11.7137	-0.001	-0.0375	-0.1877
Si	5.3466	3.7111	21.0536	-0.001	0.0069	0.3913
Si	0.597	5.5213	16.2631	0.0154	-0.0168	0.1471
Si	10.779	9.147	9.133	-0.0068	-0.0162	-0.3383
Si	6.5693	8.8999	21.3121	-0.0232	0.0013	0.3455
Si	7.1173	7.1044	11.4785	-0.0005	0.0138	-0.225
Si	2.6725	0.7337	12.2059	0.0333	-0.0228	-0.1629
Si	10.8868	8.678	21.0644	0.018	0.0315	0.3513
Si	6.0342	4.3191	15.6372	-0.0254	-0.0168	0.1002
Si	7.0868	0.4884	12.9733	-0.007	0.0089	-0.0951
Si	4.0634	2.9755	8.5732	-0.0285	0.0377	-0.3011
Si	0.8819	6.7381	11.8919	0.0275	0.0137	-0.1705
Si	6.5694	9.0442	9.0654	-0.0034	0.0078	-0.3181
Si	0.6618	3.2981	21.1613	-0.0201	-0.0168	0.3494
Si	9.8025	6.5057	12.8878	-0.0103	0.0214	-0.0871
Si	7.7131	4.5351	9.738	0.0269	0.009	-0.3082
Si	3.9911	10.0774	20.2388	-0.0092	-0.0072	0.3833
Si	4.2627	3.0341	13.5244	0.0395	-0.0119	-0.0598
Si	3.8527	10.012	9.7238	0.0124	-0.0141	-0.3131
Si	8.0595	0.7809	18.0371	0.0354	0.0177	0.2464
O	11.5068	3.2226	12.8977	-0.0119	0.0233	0.0719
O	9.3382	4.4744	9.8694	-0.0197	0.0141	0.1124
O	8.7909	3.6046	19.8798	0.003	-0.026	-0.1133
O	4.0402	-0.0601	18.8256	0.0471	0.0709	-0.206
O	11.342	4.5304	15.3126	-0.0147	-0.0151	-0.0348
O	9.8554	9.7937	10.3156	-0.0319	0.063	0.1814
O	3.7631	1.5317	13.1279	0.0043	0.0191	0.0441
O	0.6482	9.0604	14.8598	0.0048	0.0054	0.0076
O	6.4773	0.9725	18.3859	0.0042	-0.0063	-0.081
O	4.7778	3.1634	19.6326	-0.0393	-0.0172	-0.2484
O	6.2523	1.1805	11.7416	0.0227	-0.0335	0.0822
O	0.5359	8.6176	9.8529	0.0256	-0.0153	0.1174
O	5.6493	4.3078	17.2345	0.0382	0.0269	-0.1144
O	8.4468	7.1952	12.3851	0.0437	-0.0114	0.066
O	4.4154	2.6287	10.1356	0.0684	-0.0189	0.1935
O	2.0813	5.648	15.577	0.0173	0.001	-0.0419
O	3.3735	0.0665	10.9034	-0.0485	0.0634	0.1601
O	5.8941	7.2148	12.5499	-0.0366	-0.006	0.0885
O	2.3074	6.3554	19.4053	-0.0054	-0.0916	-0.1487
O	0.6678	4.9454	17.781	-0.045	0.017	-0.147
O	8.4123	10.6853	12.3638	-0.0255	0.0112	0.052
O	5.4727	10.0663	9.6933	-0.0252	0.0113	0.1089
O	0.5974	8.1867	20.2362	0.0269	-0.0278	-0.1209
O	9.7734	2.607	14.6953	0.0057	0.006	-0.0038
O	1.9997	10.5893	13.2126	-0.0177	-0.0151	0.0418
O	9.9451	9.0987	16.1082	0.0339	-0.0013	-0.0475
O	6.1493	10.3586	13.7817	-0.0032	-0.0087	0.0155
O	7.4733	1.5976	14.096	0.0068	0.0103	0.0114
O	1.6429	3.9192	20.0504	0.0565	0.0636	-0.196
O	5.898	5.7864	14.9231	-0.0008	0.0078	-0.0115
O	7.3388	8.9499	15.7068	-0.0269	-0.0003	-0.0502
O	1.507	1.6694	11.5948	0.0032	-0.0034	0.0561
O	7.1976	8.2844	10.357	0.0202	-0.0658	0.1693
O	4.3229	1.9905	17.302	0.0039	-0.0058	-0.0736
O	7.0371	3.1605	10.2758	-0.033	-0.0355	0.1071
O	11.5485	7.0044	16.4304	0.0008	0.0156	-0.0431
O	8.2947	10.1409	17.8537	0.0065	-0.0152	-0.0901
O	3.2583	8.5405	10.0939	-0.0024	-0.0071	0.0976
O	7.5835	3.8361	15.5172	0.0106	0.0025	-0.0259
O	3.1554	4.314	17.9279	0.025	-0.0105	-0.0945
O	2.9054	3.8903	13.697	-0.0067	0.0088	0.0085
O	1.3342	8.2023	12.436	-0.0069	0.0208	0.0639
O	1.2116	5.6783	13.0656	0.015	-0.0131	0.0453
O	4.9815	8.3028	14.8616	-0.0061	-0.0081	-0.0019
O	11.1619	2.4059	20.3513	-0.0254	-0.01	-0.122
O	10.9772	9.9881	12.7482	0.0304	-0.0092	0.0555
O	5.2859	3.5713	12.3558	-0.0237	0.0115	0.0888
O	5.086	3.1909	14.9166	-0.0036	0.0024	-0.0122
O	6.4841	4.8074	20.5999	0.0064	0.0085	-0.1186
O	8.3955	1.5599	16.652	0.008	0.0414	-0.1142
O	10.4068	1.2398	11.4507	0.0014	-0.0046	0.0624
O	10.8771	6.6056	11.6564	-0.0163	-0.0077	0.0616
O	3.2507	8.6856	19.8705	0.0011	-0.0074	-0.1151
O	1.7199	6.435	10.5175	-0.0318	-0.0345	0.1385
O	7.1732	8.2017	19.9936	0.0705	-0.0363	-0.1658
O	8.4939	7.587	17.7726	-0.001	0.0344	-0.1676
O	3.6785	6.4321	13.6051	-0.0049	-0.0042	0.0134
O	9.5717	4.9599	13.3566	0.003	-0.0136	0.0288
O	5.5264	9.9956	20.7576	-0.0385	0.0012	-0.1396
O	10.3249	7.372	14.1451	0.0014	0.0005	0.0091
O	8.7791	6.1625	19.9785	0.0164	0.0623	-0.115
O	7.0676	5.7082	10.6505	-0.0163	0.0551	0.1232
O	5.2583	10.5443	16.3822	0.0198	-0.0478	-0.099
O	9.0529	1.1549	19.2634	-0.0688	-0.0665	-0.1987
O	11.5711	3.1659	10.1819	0.0475	-0.0507	0.178
O	9.7472	8.7042	19.8997	-0.0708	-0.0228	-0.1528

Results
free energy: -144146.793 eV
free energy less fixed offsets of B -154.04, O -568.88, Si -635.61 eV per atom: 5.507 eV

The program warned: the cutoff lies below the one the program advises for these potential files; the forces do not sum to zero within the program's tolerance; the exchange-correlation potential is rough where the density is thin.
